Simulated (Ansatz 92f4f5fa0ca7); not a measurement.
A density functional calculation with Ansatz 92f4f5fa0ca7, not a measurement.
Periodic cell of 363 atoms, Si241O122, from a study of silicon, its oxide and their interface. The atomic structure is a simulated model.
Doubt: the cutoff is far below the 930 eV that the study's wrapper takes by default for these files, so forces and energies are approximate.

Settings: functional PBE; potential files Ansatz PAW; basis plane waves; wave-function cutoff 580 eV; density cutoff ratio 5; exchange-correlation grid ratio 1; k mesh 1 x 1 x 1, Gamma-centred; self-consistency stop 5e-08 eV per atom in the density residual; occupations fixed; spin none; net charge 0.

Cell vectors (angstrom)
a	11.6015	0	0
b	0	13.3963	0
c	0	0	40.9996

Atoms: element, x, y, z (angstrom)
Si	0	2.2327	1.1851
Si	3.8672	2.2327	1.1851
Si	7.7343	2.2327	1.1851
Si	1.9336	5.5818	1.1851
Si	5.8008	5.5818	1.1851
Si	9.6679	5.5818	1.1851
Si	0	8.9308	1.1851
Si	3.8672	8.9308	1.1851
Si	7.7343	8.9308	1.1851
Si	1.9336	12.2799	1.1851
Si	5.8008	12.2799	1.1851
Si	9.6679	12.2799	1.1851
Si	1.9336	1.1164	1.9745
Si	5.8008	1.1164	1.9745
Si	9.6679	1.1164	1.9745
Si	0	4.4654	1.9745
Si	3.8672	4.4654	1.9745
Si	7.7343	4.4654	1.9745
Si	1.9336	7.8145	1.9745
Si	5.8008	7.8145	1.9745
Si	9.6679	7.8145	1.9745
Si	0	11.1635	1.9745
Si	3.8672	11.1635	1.9745
Si	7.7343	11.1635	1.9745
Si	1.9336	1.1164	4.3426
Si	5.8008	1.1164	4.3426
Si	9.6679	1.1164	4.3426
Si	0	4.4654	4.3426
Si	3.8672	4.4654	4.3426
Si	7.7343	4.4654	4.3426
Si	1.9336	7.8145	4.3426
Si	5.8008	7.8145	4.3426
Si	9.6679	7.8145	4.3426
Si	0	11.1635	4.3426
Si	3.8672	11.1635	4.3426
Si	7.7343	11.1635	4.3426
Si	0	0	36.6591
Si	3.8672	0	36.6591
Si	7.7343	0	36.6591
Si	1.9336	3.3491	36.6591
Si	5.8008	3.3491	36.6591
Si	9.6679	3.3491	36.6591
Si	0	6.6981	36.6591
Si	3.8672	6.6981	36.6591
Si	7.7343	6.6981	36.6591
Si	1.9336	10.0472	36.6591
Si	5.8008	10.0472	36.6591
Si	9.6679	10.0472	36.6591
Si	0	0	39.0272
Si	3.8672	0	39.0272
Si	7.7343	0	39.0272
Si	1.9336	3.3491	39.0272
Si	5.8008	3.3491	39.0272
Si	9.6679	3.3491	39.0272
Si	0	6.6981	39.0272
Si	3.8672	6.6981	39.0272
Si	7.7343	6.6981	39.0272
Si	1.9336	10.0472	39.0272
Si	5.8008	10.0472	39.0272
Si	9.6679	10.0472	39.0272
Si	0	2.2327	39.8166
Si	3.8672	2.2327	39.8166
Si	7.7343	2.2327	39.8166
Si	1.9336	5.5818	39.8166
Si	5.8008	5.5818	39.8166
Si	9.6679	5.5818	39.8166
Si	0	8.9308	39.8166
Si	3.8672	8.9308	39.8166
Si	7.7343	8.9308	39.8166
Si	1.9336	12.2799	39.8166
Si	5.8008	12.2799	39.8166
Si	9.6679	12.2799	39.8166
Si	0.0245	-0.0418	28.8912
Si	4.4992	-0.5119	30.4776
Si	7.6443	0.35	28.8212
Si	1.5438	3.2491	29.4536
Si	5.8856	5.4528	30.4475
Si	9.5945	3.3651	29.7216
Si	0.1943	6.7117	29.7139
Si	4.0407	6.3971	29.4105
Si	9.8069	5.5818	30.3852
Si	1.9625	9.8049	29.6145
Si	6.1363	9.3651	28.8527
Si	9.8176	9.5012	29.8412
Si	-0.2034	2.3643	30.6979
Si	4.1323	1.8633	30.4382
Si	7.6381	2.2159	30.275
Si	2.0584	5.4065	30.2644
Si	5.7398	3.33	29.5391
Si	7.8397	6.3772	29.4902
Si	0.2002	8.7653	30.8188
Si	4.0286	8.6934	29.9418
Si	7.7678	8.5814	30.3206
Si	2.2868	12.0504	30.321
Si	5.1521	12.2866	28.3307
Si	9.5163	11.7554	30.2179
Si	-0.0066	2.2521	32.9721
Si	3.8752	2.2142	32.7553
Si	7.6832	2.1551	32.666
Si	1.9732	5.5304	32.6644
Si	5.8392	5.544	32.7824
Si	9.6907	5.5435	32.7445
Si	0.0367	8.8744	33.0672
Si	3.9184	8.8687	32.477
Si	7.7142	8.8626	32.6729
Si	1.8201	12.2331	32.6561
Si	5.6115	12.3126	32.5672
Si	9.6346	12.2404	32.5767
Si	1.9475	1.0575	33.5221
Si	5.7727	1.0715	33.5418
Si	9.6248	1.0559	33.4912
Si	0.0329	4.5055	33.5787
Si	3.8826	4.4392	33.5208
Si	7.7594	4.3894	33.4997
Si	2.0431	7.7542	33.5047
Si	5.7881	7.7969	33.4898
Si	9.6319	7.766	33.5647
Si	-0.0855	11.1673	33.5516
Si	3.7813	11.0935	33.428
Si	7.6376	11.1664	33.3199
Si	1.9402	1.1036	35.8801
Si	5.8054	1.1085	35.8934
Si	9.6521	1.1028	35.8635
Si	0.0059	4.4823	35.9176
Si	3.8661	4.4661	35.8809
Si	7.7423	4.4537	35.8687
Si	1.9675	7.7997	35.8721
Si	5.7925	7.818	35.8657
Si	9.6553	7.8064	35.9065
Si	-0.0072	11.1767	35.8994
Si	3.856	11.1417	35.8295
Si	7.713	11.169	35.7757
Si	0.0095	0.0044	5.1725
Si	3.8717	0.001	5.1663
Si	7.746	-0.0009	5.1529
Si	1.9305	3.3426	5.1062
Si	5.7983	3.3589	5.0727
Si	9.6501	3.3505	5.1435
Si	-0.0081	6.7104	5.1112
Si	3.8759	6.7034	5.0988
Si	7.7352	6.7046	5.1109
Si	1.9323	10.0583	5.1665
Si	5.806	10.0519	5.1342
Si	9.6811	10.0489	5.1537
Si	0.0554	0.0444	7.5758
Si	3.916	0.0233	7.5618
Si	7.7887	-0.0064	7.5413
Si	1.885	3.3592	7.4552
Si	5.7708	3.375	7.402
Si	9.5852	3.3879	7.5188
Si	-0.0133	6.7595	7.465
Si	3.9033	6.7368	7.4445
Si	7.743	6.7447	7.4637
Si	1.9605	10.1057	7.5627
Si	5.8462	10.0816	7.504
Si	9.7391	10.0663	7.5399
Si	-0.0705	2.3213	8.2893
Si	3.8442	2.299	8.2484
Si	7.6363	2.2329	8.2907
Si	1.9344	5.6214	8.0888
Si	5.8273	5.6029	8.2292
Si	9.6569	5.6406	8.2621
Si	0.0621	8.9439	8.4029
Si	3.9121	8.9605	8.2607
Si	7.786	8.9643	8.2845
Si	1.999	12.3367	8.4398
Si	5.8689	12.2944	8.3539
Si	9.7504	12.2895	8.3623
Si	-0.1458	2.593	10.648
Si	4.3715	2.6362	10.5178
Si	6.7958	2.5844	10.4752
Si	1.9058	5.6409	10.3855
Si	5.8291	5.7499	10.5871
Si	9.5931	5.6552	10.6179
Si	0.138	8.8326	10.8274
Si	3.9431	8.8637	10.6096
Si	7.8618	8.9077	10.6449
Si	2.152	12.2083	10.8484
Si	5.9976	11.9896	10.7253
Si	9.9356	12.0772	10.7273
Si	2.2677	0.8881	11.9741
Si	6.7126	1.1354	12.2566
Si	9.727	0.5601	12.0501
Si	-0.0109	4.7817	11.3775
Si	3.8364	4.759	11.2977
Si	7.6692	4.5283	11.4106
Si	2.1161	7.6863	11.4309
Si	5.909	7.8865	11.3779
Si	9.7153	7.817	11.555
Si	0.2772	11.0359	11.6238
Si	4.0413	10.9888	11.4771
Si	7.999	11.0363	11.5202
O	10.6035	0.3749	13.4223
O	11.6558	5.1299	12.9903
O	1.9656	1.0662	13.5873
O	8.0881	11.0083	13.1927
O	3.6164	4.9005	12.9497
O	6.0471	1.6077	13.6507
O	7.8636	4.2494	13.0426
O	12.0449	11.0646	13.2799
O	5.9399	7.7382	13.025
O	9.5838	7.8693	13.2141
O	4.1472	10.9993	13.1419
O	2.4573	7.3635	13.0452
O	11.8913	7.2434	28.1228
O	3.9434	-1.3553	27.2349
O	5.5874	3.653	27.8935
O	6.7609	8.6485	27.4884
O	8.7103	14.043	27.6319
O	1.022	3.2552	27.883
O	6.4691	11.592	23.5155
O	8.0402	6.011	27.8724
O	4.3439	6.0623	27.7793
O	1.3247	9.7142	28.063
O	10.1957	9.3062	28.2272
O	9.8103	3.0621	28.0849
Si	3.1691	6.4351	20.8471
Si	10.5043	4.1968	19.0205
Si	10.1297	0.082	14.9718
Si	5.5016	10.3561	23.9852
Si	7.694	11.5879	14.6804
Si	7.6016	8.8928	16.2419
Si	2.8609	1.0312	14.9586
Si	4.2959	1.1378	23.9361
Si	2.0012	0.2603	17.734
Si	0.3413	6.7888	19.732
Si	5.5164	2.276	15.022
Si	2.0832	3.0199	23.7127
Si	1.6306	3.7842	26.4672
Si	4.5496	11.68	14.5653
Si	6.0057	12.3171	19.4116
Si	6.4103	-0.5116	22.5209
Si	8.5637	1.7298	22.3694
Si	5.8898	7.1453	14.5381
Si	6.0226	1.8103	17.9451
Si	11.7352	10.8245	14.8689
Si	3.499	12.1435	25.6491
Si	7.7194	3.4481	19.8209
Si	9.1954	3.4234	24.8485
Si	12.1884	11.9512	24.4115
Si	3.0867	6.1126	13.9306
Si	11.418	0.3476	21.9997
Si	10.5443	9.5684	19.7414
Si	10.134	3.1795	16.0263
Si	7.4859	4.4881	14.6174
Si	10.1235	8.0156	14.7589
Si	7.3958	9.6889	19.1845
Si	0.3571	12.0955	19.528
Si	3.5626	2.3182	19.4676
Si	11.6304	8.79	27.621
Si	-1.3064	9.8513	25.2465
Si	11.2317	5.549	25.1697
Si	5.0964	4.0988	21.1251
Si	12.6004	2.833	20.9183
Si	8.4876	5.9707	26.2988
Si	7.4075	8.7441	25.9759
Si	4.9099	8.9949	21.1581
Si	4.6356	4.6451	26.9877
Si	4.8006	4.0165	24.1535
Si	9.9076	1.6657	27.2299
Si	3.2091	10.801	19.4124
Si	2.764	10.7728	16.6549
Si	12.4929	6.8296	22.5617
Si	0.2794	5.3685	14.5857
Si	11.6388	9.6149	22.7094
O	4.3676	6.6002	14.8262
O	2.683	-1.1175	17.2505
O	5.4364	4.4213	22.7024
O	6.077	14.8958	16.3474
O	11.2396	3.3483	20.2077
O	6.1293	12.0278	14.6671
O	10.546	4.2472	24.4632
O	12.5384	10.844	23.2699
O	2.0065	6.8091	19.7181
O	8.9777	4.4435	19.5508
O	5.1248	9.4273	22.7084
O	11.8527	-0.1106	23.5164
O	3.6235	9.8239	20.6229
O	10.0886	6.2779	26.0821
O	10.3828	3.353	17.6311
O	8.6144	12.8708	15.1083
O	11.0796	10.8652	18.877
O	13.4723	12.1361	25.4189
O	3.7423	13.0666	14.8242
O	5.1624	2.4379	24.4188
O	11.0986	6.7319	15.0637
O	6.1033	13.7753	18.7132
O	13.7854	3.144	19.8256
O	2.9554	0.8971	18.9092
O	2.9146	9.9088	18.0409
O	8.213	4.4727	25.6648
O	7.0764	11.2501	18.7825
O	11.354	4.0114	15.3178
O	3.1854	4.1951	23.9774
O	8.4459	2.8985	23.507
O	10.8641	11.4168	25.2611
O	10.3572	9.3366	23.6968
O	7.311	8.7871	17.835
O	4.4872	11.7927	19.2133
O	8.7243	3.8879	15.5174
O	1.8599	11.5694	19.9187
O	12.5046	5.1979	26.1256
O	11.5018	6.4836	21.2925
O	8.0335	2.3061	20.9459
O	11.4222	8.9318	26.0223
O	10.8192	9.4792	14.9676
O	5.2644	4.8792	25.4778
O	10.1845	1.5506	15.7272
O	2.3753	6.2283	22.2667
O	11.1129	12.2358	15.4739
O	4.5074	2.5584	20.8309
O	11.1702	12.5682	20.89
O	2.8536	1.6283	23.349
O	3.8868	2.2999	15.0248
O	12.7277	8.4289	22.624
O	6.294	9.1976	20.2981
O	10.0996	1.2589	22.2062
O	11.2984	0.8115	27.527
O	4.0921	0.1995	25.234
O	12.7858	3.495	22.425
O	4.1721	10.9502	24.7481
O	8.8916	7.9722	15.8277
O	7.0957	6.0596	14.7862
O	7.9202	10.4267	15.795
O	1.9279	1.1173	16.3226
O	6.2305	8.3755	15.5337
O	12.5609	1.2417	21.2508
O	6.4852	4.3698	20.3324
O	6.4069	12.4043	20.9821
O	3.2162	3.8908	26.7746
O	8.7806	9.6533	25.8301
O	1.3416	2.8082	25.1709
O	11.8132	6.427	23.9552
O	11.2826	8.1982	19.2125
O	6.2927	9.3997	25.0162
O	7.6954	7.1872	25.5388
O	3.9496	5.0582	20.4873
O	10.9894	9.849	21.2646
O	6.089	3.7862	15.0622
O	7.6908	0.4346	22.8287
O	7.3075	2.6969	18.4239
O	1.8827	5.5589	14.8911
O	0.5395	13.3076	18.4137
O	4.1061	10.6329	15.7425
O	11.3189	5.6001	18.7923
O	4.4189	7.4571	21.0295
O	5.0248	0.3046	22.7596
O	1.4667	10.4535	15.7324
O	8.9205	9.4962	19.7308
O	9.6861	2.1013	25.6862
O	4.6409	2.6737	18.2699
O	8.0926	-0.9818	29.6846
O	15.3112	14.9799	11.6261
O	13.1875	-0.4667	29.0669
O	10.674	12.0473	29.0521
O	-3.3978	-12.7817	12.6261
O	11.1982	14.1603	30.2468
O	17.3781	13.3124	11.7133
O	12.7185	15.1198	11.1943
O	6.251	0.0702	27.9711
O	10.0515	1.9783	11.2885
O	2.7636	2.1413	29.5405
O	6.0274	10.9157	28.3776

Results
free energy: -222583.019 eV
free energy less fixed offsets of O -568.88, Si -635.61 eV per atom: 2.351 eV

Forces (eV/angstrom), in the order of the atoms: element, x, y, z
Si	-0.0006	0.013	0.0158
Si	-0.0051	0.0053	0.0223
Si	-0.0047	0.0083	0.0297
Si	0.0111	-0.0247	0.0081
Si	0.009	-0.0198	-0.0144
Si	-0.0001	-0.0086	-0.0069
Si	-0.0244	0.0126	0.0113
Si	0.0144	-0.0013	0.0019
Si	-0.0067	-0.0192	-0.0208
Si	-0.011	0.0055	-0.0037
Si	-0.0039	0.0056	0.0107
Si	0.003	-0.0102	0.0069
Si	0.0131	-0.0569	-0.0045
Si	0.0115	-0.0629	-0.0034
Si	0.0368	-0.0134	-0.0041
Si	-0.047	0.0114	-0.0137
Si	-0.0336	0.0253	0.0027
Si	0.0129	0.0361	0.0053
Si	-0.0016	0.0425	-0.0199
Si	0.0209	0.0245	0.003
Si	-0.0123	0.042	-0.0005
Si	0.0153	0.0158	0.0114
Si	-0.0111	-0.0019	-0.0006
Si	0.0381	-0.0106	-0.0044
Si	0.043	-0.1321	0.054
Si	0.0377	-0.1108	0.0999
Si	0.0826	-0.0177	0.1857
Si	-0.1354	0.0075	0.0686
Si	-0.1011	0.0435	-0.2239
Si	0.0573	0.0846	-0.208
Si	-0.0035	0.1771	0.0639
Si	0.0748	0.1218	-0.1669
Si	-0.0413	0.1428	-0.1391
Si	0.0689	0.0932	0.1434
Si	-0.0193	0.0632	0.1654
Si	0.1188	0.0127	0.121
Si	-0.0812	0.0994	0.1192
Si	0.0246	-0.2356	-0.0383
Si	-0.0338	-0.2315	0.0089
Si	0.0618	-0.0811	0.0636
Si	0.0221	-0.0179	0.0009
Si	0.0211	-0.1334	-0.0082
Si	0.1415	0.1647	0.1057
Si	0.1711	-0.0804	0.2775
Si	-0.1949	-0.1089	0.0375
Si	0.0151	-0.0704	-0.09
Si	-0.0118	0.0881	-0.2358
Si	-0.2686	0.1406	-0.1974
Si	-0.0223	0.0623	0.0067
Si	0.0089	-0.0756	0.0043
Si	-0.0003	-0.0867	-0.0012
Si	0.0073	-0.0215	0.0132
Si	0.0074	0.0171	0.0109
Si	0.0155	-0.023	0.0132
Si	0.0394	0.0786	0.004
Si	0.0617	-0.0239	-0.0078
Si	-0.0672	-0.0416	0.0047
Si	-0.0039	-0.0183	-0.007
Si	0.016	0.036	-0.0022
Si	-0.1098	0.034	0.0185
Si	0.0046	-0.0128	0.0194
Si	0.0001	0.0047	-0.0225
Si	-0.0015	-0.0021	-0.0296
Si	-0.0057	0.0197	-0.009
Si	-0.0113	0.0251	0.0509
Si	-0.0012	0.0119	-0.0358
Si	0.0203	-0.0187	-0.0111
Si	-0.0048	-0.0136	-0.0123
Si	0.0097	0.0131	-0.0022
Si	0.0042	0.0009	-0.0176
Si	0.0058	-0.0025	0.0188
Si	-0.0012	0.0082	0.0083
Si	-0.0107	0.0157	0.0406
Si	-0.0187	0.0199	-0.0389
Si	-0.0351	-0.0377	-0.0136
Si	0.0483	-0.0686	-0.0279
Si	-0.0064	0.0019	-0.0108
Si	0.0051	0.0029	0.0113
Si	-0.0072	-0.0395	0.0269
Si	-0.0132	0.0061	0.0518
Si	0.0074	-0.0132	-0.0286
Si	0.0343	0.0349	0.0323
Si	-0.0041	0.0241	0.0117
Si	-0.0257	0.0068	0.0101
Si	-0.0346	-0.1308	-0.0218
Si	-0.0408	-0.0537	-0.0636
Si	0.002	0.0049	-0.0255
Si	0.0197	0.0232	-0.029
Si	-0.0063	0.0249	0.0207
Si	0.0107	-0.0038	0.0575
Si	-0.0068	0.005	-0.0195
Si	0.003	-0.0338	-0.0042
Si	-0.0055	-0.0355	-0.0289
Si	-0.0242	0.0026	0.0559
Si	0.0159	0.0199	-0.0041
Si	0.0568	0.0027	-0.0295
Si	0.0052	0.0044	-0.0191
Si	0.0097	0.0138	0.0453
Si	-0.0051	-0.0128	0.0189
Si	0.0058	-0.0007	0.0198
Si	-0.004	0.0102	-0.004
Si	-0.0034	-0.0009	0.0055
Si	0.013	0.0111	0.0076
Si	0.0124	0.0113	0.0126
Si	-0.0095	0.0066	0.015
Si	-0.0304	-0.0234	-0.0273
Si	0.0086	-0.0254	0.0344
Si	0.0018	0.0037	0.0302
Si	-0.002	0.0001	-0.0059
Si	0.0016	-0.0035	-0.0204
Si	0.0164	-0.0134	-0.0059
Si	-0.0082	-0.0064	0.0151
Si	-0.0128	0.0029	-0.0021
Si	0.0092	0.0072	-0.0008
Si	-0.017	-0.005	-0.014
Si	-0.0031	-0.0067	-0.0006
Si	-0.0013	-0.0006	0.0053
Si	0.0219	0.0232	-0.0064
Si	0.0063	0.0166	0.0049
Si	0.0078	0.0077	0.0083
Si	0.0001	0.0086	-0.01
Si	-0.0046	0.0041	0.0031
Si	0.0026	-0.0015	-0.0022
Si	0.0061	-0.0046	-0.0069
Si	0.0009	-0.0068	-0.0024
Si	-0.0104	-0.0003	-0.002
Si	-0.0114	0.0131	0.0067
Si	-0.0014	0.0039	-0.0003
Si	0.004	0.0079	0.0016
Si	-0.0082	-0.0115	-0.0121
Si	0.0147	-0.0067	-0.0007
Si	-0.0044	-0.0096	-0.007
Si	-0.0001	-0.0038	0.0057
Si	-0.002	-0.0041	0.0072
Si	-0.0006	-0.0009	0.0108
Si	0.0016	0.0064	0.0048
Si	-0.0043	-0.0049	0.0045
Si	0.0058	0.0015	0.0048
Si	0.0018	0.0001	0.0039
Si	-0.0101	-0.003	0.0066
Si	0.0005	-0.0015	0
Si	-0.0064	-0.0038	-0.0038
Si	-0.0021	-0.01	-0.0012
Si	-0.0067	-0.0044	-0.0028
Si	-0.0064	0.015	0.0106
Si	0.0015	0.0064	0.007
Si	-0.0107	0.0125	0.0078
Si	-0.0014	-0.0076	-0.0035
Si	-0.0044	0.0002	0.0042
Si	0.0033	-0.0169	0.0013
Si	0.0079	-0.0121	0.0015
Si	-0.003	0.0049	-0.0116
Si	-0.0035	-0.0014	-0.0141
Si	0.0075	-0.0113	-0.0004
Si	-0.0016	0.0109	-0.0061
Si	-0.011	0.0031	0.003
Si	-0.0016	-0.0039	-0.0143
Si	-0.0076	-0.0002	-0.0406
Si	0.0133	-0.0092	-0.017
Si	0.0058	0.0081	0.0021
Si	0.0011	-0.0198	0.0176
Si	0.002	0.0017	-0.0129
Si	0.0021	0.0015	-0.0111
Si	-0.0131	-0.001	-0.0008
Si	0.0207	0.0042	-0.0172
Si	0.0064	0.0101	-0.0181
Si	0.0124	0.0025	0.027
Si	0.0038	0.0109	-0.0186
Si	0.0013	-0.0265	0.0596
Si	0.0609	0.0364	0.0166
Si	-0.0338	0.0108	0.0215
Si	-0.0002	-0.0173	0.04
Si	0.0298	-0.0309	0.0265
Si	-0.0025	-0.0183	0.0419
Si	-0.0076	0.0084	0.0305
Si	-0.0099	-0.0009	0.0327
Si	-0.0016	0.0092	0.0311
Si	0.0043	-0.0005	0.0103
Si	-0.0302	0.1063	0.0292
Si	-0.0111	0.0106	0.0312
Si	-0.0302	0.0941	-0.0343
Si	0.0472	-0.0672	-0.0567
Si	-0.0148	0.0324	0.0207
Si	0.0075	-0.0231	-0.0556
Si	-0.0019	0.0011	-0.0731
Si	-0.02	0.0367	-0.0702
Si	-0.0193	0.0104	-0.0486
Si	-0.0178	-0.0072	0.0067
Si	0.0033	-0.0081	-0.0448
Si	0.0023	0.012	-0.0266
Si	0.0581	-0.0095	0.0204
Si	-0.0175	0.0055	0.0076
O	-0.0404	0.007	-0.0057
O	-0.0026	0.0077	0.0359
O	0.0181	-0.0016	0.0353
O	0.0092	0.0053	0.0552
O	-0.0088	0.0208	0.0297
O	-0.0007	0.0073	0.033
O	0.0041	-0.0164	0.0569
O	-0.0061	-0.0119	0.0485
O	0.007	0.0021	0.0151
O	0.0157	0.0107	0.0513
O	-0.0035	0.0183	0.0472
O	0.0198	-0.0347	0.0396
O	0.0046	0.0258	-0.0351
O	-0.0036	-0.0048	-0.0289
O	-0.0158	0.0185	-0.0498
O	0.0203	-0.0064	-0.0352
O	0.0104	0.0126	-0.0019
O	0.0032	0.0078	-0.0288
O	0.0016	0.0076	-0.0036
O	0.015	-0.0052	-0.0843
O	0.0145	-0.027	-0.0511
O	-0.0298	-0.0195	-0.0221
O	0.0054	0.0012	0.0092
O	-0.0184	-0.0096	-0.0015
Si	0.0059	-0.0051	0.0005
Si	-0.0024	-0.0054	-0.0019
Si	0.0174	-0.0179	-0.0193
Si	-0.0023	-0.0005	0.0033
Si	-0.0147	0.0027	-0.0155
Si	0.0128	0.0012	0.017
Si	-0.0086	0.0098	-0.0347
Si	-0.0063	-0.0023	-0.0021
Si	0.0171	-0.0176	0.0012
Si	0.0009	0.0016	-0.0031
Si	-0.0169	-0.0036	0.0109
Si	-0.0029	0.0002	0.004
Si	0.0181	-0.0039	0.0238
Si	0.0247	-0.0037	-0.0334
Si	-0.005	0.0053	0.0045
Si	-0.0015	-0.0064	-0.0161
Si	-0.0032	-0.0049	-0.0012
Si	-0.0035	-0.0037	-0.0366
Si	0.0014	-0.0073	-0.0016
Si	-0.004	0.0073	-0.0051
Si	0.0018	-0.0078	0.0282
Si	-0.0003	0.0015	-0.0005
Si	-0.0017	-0.0029	-0.002
Si	0.0105	0.0068	0.0062
Si	0.0012	0.0077	0.0129
Si	0.0032	0.0024	-0.0037
Si	-0.0029	0.0081	-0.004
Si	-0.0012	-0.0007	0.0071
Si	0.0147	-0.0094	-0.0107
Si	0.0097	0.0059	-0.0002
Si	0.0058	-0.0051	0.0046
Si	-0.0001	-0.0029	-0.0032
Si	-0.0012	-0.0008	0.0034
Si	0.0171	0.0039	-0.0003
Si	0.0025	-0.0122	0.0029
Si	0.0024	0.0072	0.0062
Si	-0.0022	0.0038	0.0019
Si	-0.0009	0.0001	-0.0011
Si	-0.0111	0.0044	0.0306
Si	-0.0103	-0.013	0.0084
Si	0.0026	-0.0007	0.0004
Si	0.0015	0.0051	0.0121
Si	0.0054	0.015	0.0105
Si	0.0212	-0.006	0.0024
Si	0.0065	0.0185	-0.0142
Si	-0.0059	0.0121	0.0031
Si	-0.002	-0.0028	-0.0001
Si	0.0135	0.0157	-0.0071
Si	-0.0024	-0.0008	0.0025
O	0.0129	0.0028	-0.0146
O	-0.0139	0.0177	0.0154
O	-0.0028	-0.0019	-0.0076
O	0.002	-0.0002	0.0051
O	-0.0022	0.0007	-0.0016
O	0.01	-0.0394	-0.0261
O	-0.0021	-0.0025	-0.0021
O	-0.0054	-0.0059	-0.0012
O	-0.0036	0.001	-0.0019
O	0.0029	0.0002	-0.003
O	0.0005	-0.0008	-0.0075
O	-0.0017	-0.0035	-0.0015
O	0.0018	0.0009	-0.0047
O	-0.0005	-0.0027	0.0003
O	0.003	0.0071	0.0059
O	-0.0194	-0.0149	-0.0182
O	-0.0019	-0.0067	0.0051
O	-0.0116	-0.0025	-0.0127
O	0.0056	-0.0042	-0.005
O	-0.0004	-0.0049	-0.0008
O	0.0021	-0.0056	-0.0078
O	-0.0017	-0.0111	0.0074
O	0.0013	-0.0022	-0.0008
O	-0.0135	-0.0114	-0.0156
O	-0.0003	0.0012	0.008
O	0.0073	-0.009	-0.0064
O	-0.0044	0.0004	-0.0015
O	-0.0136	-0.008	-0.0006
O	-0.0036	-0.0044	-0.0007
O	0.0005	-0.0058	-0.009
O	-0.0002	0.0012	0.0014
O	0.0106	0.0021	-0.009
O	0.0011	0.0058	0.0088
O	-0.0028	-0.0075	0.0129
O	0.0124	-0.0023	0.001
O	0.0047	0.0006	-0.0104
O	-0.0063	0.0003	-0.0013
O	-0.0019	-0.0011	-0.0019
O	0.0034	0.0013	0.0075
O	-0.0092	0.0077	-0.0035
O	-0.0049	-0.0085	-0.0048
O	0.006	-0.0004	-0.0254
O	0.0012	0.023	0.004
O	-0.0035	0.001	0.0026
O	0.0041	-0.0057	-0.0124
O	0.0006	-0.0013	-0.0038
O	0.0026	0.0046	0.001
O	0.0057	-0.0013	0.0001
O	0.0077	-0.0179	-0.0104
O	-0.0034	0.0045	0.0002
O	-0.0022	0.0018	-0.0025
O	-0.0088	0.0037	-0.0002
O	-0.0146	-0.0008	0.0165
O	0.004	0.007	-0.0089
O	-0.002	0.0013	-0.0061
O	0.0037	-0.0012	-0.002
O	-0.0095	0.0076	-0.0117
O	-0.008	0.0242	-0.009
O	-0.0115	0.0249	-0.0361
O	-0.0052	-0.0048	0.0123
O	-0.0047	-0.0081	-0.0095
O	-0.0037	0	0.0007
O	0.0001	-0.0029	-0.0034
O	-0.0037	0.0021	-0.0111
O	-0.0161	-0.0019	-0.0001
O	0.0061	0.006	-0.0001
O	-0.0002	-0.0048	-0.0122
O	0.0033	0.0058	-0.0111
O	-0.0019	0.0013	0.0028
O	-0.0016	0.0042	-0.003
O	0.0069	0.0029	0.0006
O	-0.0006	0.0001	-0.001
O	-0.0008	-0.0052	-0.0073
O	-0.016	0.0012	0.0017
O	0.0002	0.0079	0.0002
O	0.0015	0.0005	-0.0029
O	-0.0178	-0.0007	-0.0002
O	0.0091	-0.0014	-0.0017
O	0.002	0.0018	-0.0095
O	-0.0032	-0.0024	-0.0023
O	-0.0002	0.0006	0.0006
O	0.0086	-0.0029	0.0013
O	0.0114	0.0052	-0.0072
O	-0.0032	-0.0002	-0.002
O	-0.0078	0.0077	0.0003
O	0.0003	0.0021	-0.0044
O	-0.0048	0.0056	0.0103
O	-0.0921	-0.0183	0.0113
O	-0.0186	0.0068	-0.0401
O	0.0069	0.0281	0.0058
O	-0.0332	-0.0384	-0.036
O	0.0304	0.1084	-0.0147
O	0.085	-0.0599	-0.0406
O	-0.0155	-0.0399	0.0084
O	0.004	0.0114	-0.0066
O	0.036	-0.0178	-0.0038
O	-0.03	0.0756	0.0496
O	0.0048	-0.0023	-0.0128

The program warned: the cutoff lies below the one the program advises for these potential files; the forces do not sum to zero within the program's tolerance; the exchange-correlation potential is rough where the density is thin.
